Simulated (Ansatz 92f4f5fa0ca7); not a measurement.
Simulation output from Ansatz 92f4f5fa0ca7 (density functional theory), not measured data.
Periodic cell of 226 atoms, Si133O92P1, from a study of silicon, its oxide and their interface. The atomic structure is a simulated model.
Doubt: the cutoff is far below the 930 eV that the study's wrapper takes by default for these files, so forces and energies are approximate.
This geometry differs little from another in the collection (a relaxation step or a small displacement).

Settings: functional PBE; potential files Ansatz PAW; basis plane waves; wave-function cutoff 580 eV; density cutoff ratio 5; exchange-correlation grid ratio 1; k mesh 1 x 1 x 1, Gamma-centred; self-consistency stop 5e-08 eV per atom in the density residual; occupations fixed; spin none; net charge +1 e, with a uniform compensating background and no finite-size correction.

Cell vectors (angstrom)
a	10.938	0	0
b	0	10.938	0
c	0	0	31.9494

Atoms: element, x, y, z (angstrom)
Si	10.6238	-0.0009	24.4155
Si	5.0775	0.1208	24.6654
Si	2.8203	2.2896	24.5283
Si	8.5669	2.4369	24.5629
Si	10.7089	5.5847	24.334
Si	5.1554	5.6126	24.4464
Si	2.986	7.9555	24.4054
Si	8.4158	7.8292	24.4139
Si	1.291	1.1274	25.8396
Si	6.8147	1.3267	25.7457
Si	3.9823	4.0089	25.7299
Si	9.688	4.0201	25.8532
Si	1.3367	6.794	25.6707
Si	6.8021	6.7199	25.7494
Si	3.9996	9.4656	25.96
Si	9.4808	9.4383	25.801
Si	2.6314	-0.1364	27.2925
Si	8.1405	-0.0722	27.1489
Si	0.0781	2.6502	27.2118
Si	5.4464	2.7211	27.113
Si	2.6648	5.414	27.1094
Si	8.1896	5.3667	27.1325
Si	0.0085	8.151	27.1323
Si	5.5107	8.1378	27.1821
Si	4.0809	1.3267	28.4986
Si	9.547	1.3113	28.5089
Si	1.3873	4.0638	28.5672
Si	6.8048	4.0609	28.5245
Si	4.0798	6.7739	28.4894
Si	9.5566	6.7762	28.4818
Si	1.2886	9.4757	28.6332
Si	6.8241	9.5298	28.5682
Si	-0.0405	-0.0244	29.9401
Si	5.4485	-0.016	29.8953
Si	2.7654	2.7125	29.9082
Si	8.1855	2.7014	29.8722
Si	-0.0177	5.4384	29.8913
Si	5.4553	5.4488	29.8933
Si	2.735	8.1399	29.9114
Si	8.2233	8.1652	29.8888
Si	1.3662	1.3721	31.2709
Si	6.822	1.3652	31.2549
Si	4.1101	4.0877	31.2788
Si	9.5444	4.0802	31.2506
Si	1.3542	6.8068	31.2751
Si	6.8279	6.8374	31.2616
Si	4.0857	9.559	31.2616
Si	9.5545	9.5365	31.2924
Si	2.7452	0.009	0.6908
Si	8.1993	0.0138	0.6629
Si	-0.0035	2.7575	0.69
Si	5.485	2.7466	0.7002
Si	2.7358	5.4623	0.6836
Si	8.2112	5.4787	0.6796
Si	0.0191	8.2067	0.7128
Si	5.4724	8.231	0.6944
Si	4.1029	1.4054	2.0733
Si	9.5922	1.344	2.0411
Si	1.3522	4.1451	2.0629
Si	6.8258	4.1497	2.0591
Si	4.0899	6.8586	2.0388
Si	9.5795	6.8401	2.0698
Si	1.3757	9.6173	2.0714
Si	6.8532	9.6312	2.0523
Si	0.0357	0.0491	3.4768
Si	5.486	0.0456	3.4523
Si	2.7062	2.7761	3.4098
Si	8.2533	2.7782	3.3504
Si	0.0225	5.5143	3.4805
Si	5.4714	5.5447	3.4279
Si	2.7491	8.2516	3.406
Si	8.2439	8.2865	3.3838
Si	1.3739	1.4653	4.8576
P	6.9138	1.4785	4.72
Si	4.0655	4.1586	4.7384
Si	9.5976	4.0749	4.8057
Si	1.3669	6.9775	4.848
Si	6.8393	6.9992	4.7308
Si	4.1053	9.5831	4.8243
Si	9.6158	9.5919	4.8201
Si	2.7409	0.0365	6.1508
Si	8.2733	0.1261	6.0803
Si	0.0237	2.8075	6.326
Si	5.523	2.8216	6.0432
Si	2.7561	5.5851	6.1448
Si	8.2591	5.6138	5.9523
Si	0.0348	8.3163	6.3726
Si	5.5042	8.2893	6.2399
Si	4.4167	1.1723	7.3173
Si	9.8045	1.1749	7.6312
Si	1.1776	4.5181	7.5252
Si	6.6666	4.541	7.2332
Si	4.3206	6.6919	7.5457
Si	9.723	6.6267	7.5064
Si	1.2651	9.935	7.7084
Si	6.7014	9.9666	7.4126
O	9.5813	1.2378	23.9872
O	4.102	6.8033	23.9515
O	4.0137	1.2365	24.0372
O	9.5357	6.6972	23.9044
O	-0.0265	5.5664	8.0134
O	5.5644	0.1321	7.9176
O	0.0415	0.0818	8.1242
O	5.5218	5.5728	7.8504
O	7.6204	3.939	8.4054
O	8.7117	7.0615	8.7516
O	2.1717	9.4485	9.0312
O	8.8845	1.6742	8.9282
O	7.6761	9.5045	8.6582
O	3.6287	1.9073	8.5397
O	3.5882	7.2218	8.9435
O	2.0593	4.0431	8.84
O	8.133	3.4946	23.3694
O	0.4533	4.9292	22.9582
O	1.8971	2.7393	23.2471
O	5.8287	4.9073	23.1178
O	5.53	9.9784	23.516
O	2.4438	8.6965	23.0284
O	0.1895	10.0638	23.0897
O	7.7866	8.5717	23.0751
Si	8.6607	7.6987	18.4424
Si	8.7919	6.3628	13.6334
Si	3.7964	1.5441	14.742
Si	2.1415	5.7498	17.6308
Si	2.4195	3.1431	19.4908
Si	9.8201	9.0359	12.0797
Si	1.3314	9.421	22.0742
Si	9.1776	0.9659	13.1976
Si	1.4234	5.0523	13.0312
Si	1.796	8.2528	12.8263
Si	6.649	9.5502	22.4247
Si	4.5298	4.6078	15.711
Si	8.2128	3.0255	9.5959
Si	0.8428	8.2459	19.2624
Si	6.9511	1.3477	21.0894
Si	8.24	8.3418	9.6685
Si	10.8939	5.2062	15.6104
Si	7.5723	9.5018	16.3184
Si	9.9321	2.0565	20.2954
Si	3.2147	8.5096	9.9247
Si	6.6963	3.3473	17.4052
Si	1.1679	0.2104	19.8022
Si	3.2423	2.812	12.3034
Si	7.2195	5.3923	19.6816
Si	5.7467	8.6926	11.5477
Si	5.7926	6.089	13.2129
Si	4.637	9.705	17.625
Si	1.0222	3.5955	22.1704
Si	4.8993	1.4839	18.7985
Si	3.2075	3.1189	9.53
Si	6.4549	10.83	13.7988
Si	10.3536	0.1206	15.9706
Si	5.6657	3.6788	11.1721
Si	9.8449	3.9023	11.9109
Si	2.3459	9.9257	15.5509
Si	6.0769	8.1189	19.7997
Si	6.9333	3.97	22.3706
Si	9.7536	2.7797	17.3639
O	7.2032	6.3908	13.9823
O	1.8843	7.0587	18.6796
O	10.2832	4.0442	16.5273
O	6.1683	9.9601	17.0513
O	10.1563	0.7019	14.4619
O	8.4473	6.116	18.8568
O	5.1763	0.6966	14.4381
O	5.7141	2.0574	17.516
O	8.3497	1.941	20.5599
O	1.9955	4.2999	18.4042
O	6.9591	2.8213	10.6334
O	4.8793	2.7169	12.2226
O	6.0339	4.3944	16.3404
O	4.5688	3.9543	9.9518
O	10.6889	2.7733	21.5565
O	9.7372	6.1694	14.9599
O	6.0088	6.4833	19.8416
O	4.0839	0.1698	18.2806
O	9.2597	10.5565	12.2659
O	2.8531	4.3553	12.6965
O	1.9106	10.7062	21.2139
O	3.9967	2.7206	19.386
O	0.7322	10.0435	15.9617
O	1.2797	9.8033	18.8382
O	1.7126	1.6656	19.2738
O	8.9423	10.3957	16.4927
O	4.876	8.581	18.7912
O	9.5886	8.7645	10.4771
O	6.749	4.0842	18.8542
O	2.8486	1.7135	13.4053
O	5.8254	8.767	21.2667
O	2.5705	2.4344	10.8657
O	7.617	4.8471	21.1721
O	5.2246	7.4923	12.549
O	0.4371	9.0673	12.4965
O	7.5866	1.0644	13.5743
O	7.1124	9.6386	14.7427
O	8.9747	5.0322	12.6957
O	8.0973	8.0406	16.9126
O	6.2135	2.5699	21.9044
O	2.4616	9.0692	14.1109
O	0.4269	4.4926	11.8616
O	0.8169	8.315	20.9368
O	9.3938	3.8378	10.3459
O	9.6574	2.3845	12.5201
O	7.6218	8.5613	19.396
O	2.552	8.1644	11.37
O	3.9754	3.0685	15.3686
O	0.8341	4.4832	14.4384
O	10.0491	2.9973	18.9567
O	9.1423	7.8024	12.9252
O	10.5147	0.5361	20.0775
O	6.0444	5.061	11.9423
O	8.1541	2.7419	17.0101
O	3.5404	5.4844	16.7311
O	4.6614	9.1446	10.3813
O	1.5363	6.673	13.1828
O	4.7604	5.5024	14.3438
O	2.0515	3.8524	20.9242
O	10.5541	1.4174	16.9425
O	0.9558	6.0718	16.5512
O	7.3294	10.9508	21.9423
O	5.9366	0.9114	19.9119
O	6.0656	10.0492	12.4037
O	2.8484	0.549	15.6056
O	7.0458	8.06	10.746
O	10.2461	8.017	18.6911
O	3.4491	9.1979	16.5768

Results
free energy: -137633.799 eV
free energy less fixed offsets of O -568.88, P -755.39, Si -635.61 eV per atom: -5.319 eV

Forces (eV/angstrom), in the order of the atoms: element, x, y, z
Si	0.004	-0.0021	-0.0142
Si	-0.0014	-0.0027	-0.0071
Si	-0.003	0.0027	-0.0135
Si	-0.0009	0.0015	-0.0108
Si	-0.0025	-0.0046	-0.0128
Si	0.0011	-0.0019	-0.0144
Si	0.0002	0.0037	-0.0127
Si	-0.0023	-0.0005	-0.0131
Si	-0.0008	-0.0011	0.0084
Si	0.0032	0.0006	0.0041
Si	-0.0002	0.0013	0.0048
Si	0.0021	0.0038	0.0058
Si	0.0019	0.0014	0.0045
Si	0.0009	0.0015	0.0078
Si	-0.0011	-0.0017	0.0067
Si	0.0013	0.0017	0.0053
Si	-0.0024	-0.0028	0.0032
Si	-0.0067	-0.0055	-0.0009
Si	0.0026	0.0014	0.0018
Si	0.0009	0.0025	-0.0017
Si	-0.0034	-0.0061	-0.0029
Si	-0.0018	-0.0031	-0.0033
Si	-0.0019	-0.0024	-0.0032
Si	0.0013	0.0006	0.0003
Si	-0.0054	-0.005	0.0029
Si	0.0035	0.0053	0.0027
Si	-0.0074	0.0019	-0.0068
Si	0.001	0.0011	-0.0026
Si	0.002	0.008	0.0046
Si	-0.0029	0.0034	0.0053
Si	0.0081	0.0088	-0.0141
Si	-0.0016	0.0006	-0.007
Si	-0.0027	0.0033	0.0043
Si	-0.001	0.0009	-0.0009
Si	0.0028	-0.0062	0.0012
Si	0.0051	-0.0005	-0.001
Si	0.0039	0.0004	-0.0001
Si	-0.0027	0.001	0.001
Si	0.005	-0.0094	0.0031
Si	0.0031	-0.0047	-0.0008
Si	-0.0001	0	-0.0007
Si	-0.0035	0.0002	-0.0007
Si	0.002	0.0021	-0.0006
Si	-0.0014	-0.0024	0.0013
Si	-0.0013	0.0021	-0.0007
Si	0.0013	0.0001	-0.0002
Si	0	0.0029	0.0006
Si	0.0006	-0.0013	-0.0008
Si	0	-0.0017	0.0005
Si	0.0004	-0.0025	0.0008
Si	0.0018	0.0033	-0.0002
Si	-0.0022	-0.0009	0.0009
Si	0.0009	-0.0032	-0.0003
Si	0.0015	0.0022	-0.0001
Si	0	-0.0001	0.0011
Si	-0.0024	-0.0031	0.001
Si	0.0041	-0.0017	-0.0016
Si	0.0023	-0.0015	-0.0015
Si	-0.0104	0.0044	-0.0028
Si	-0.0045	0	-0.0022
Si	-0.0029	0.0088	-0.0057
Si	0.0044	-0.0022	-0.0018
Si	0.0004	0.0006	-0.0058
Si	-0.0041	0.0058	-0.0046
Si	-0.0036	-0.0031	-0.0088
Si	-0.0051	0.0029	-0.0036
Si	0.0059	0.0014	-0.0037
Si	0.0097	0.0099	-0.0035
Si	0.002	-0.0039	-0.011
Si	0.0044	-0.0036	-0.0101
Si	0.0004	-0.004	0.0019
Si	-0.0067	-0.0092	0.0026
Si	0.0018	0.0006	0.0029
P	-0.0099	-0.0182	-0.0047
Si	-0.0037	-0.0078	-0.0207
Si	-0.0031	-0.001	-0.0043
Si	0.0101	0.0032	-0.0043
Si	0.0118	0.0062	-0.0061
Si	0.0058	0.0033	-0.0067
Si	0.0149	-0.0057	-0.0049
Si	-0.0024	-0.0032	0.0057
Si	-0.0071	0.0162	0.0118
Si	-0.0056	-0.0062	-0.0026
Si	0.0184	-0.001	0.0273
Si	-0.0234	0.0098	0.0003
Si	-0.0035	-0.0023	0.0047
Si	-0.0052	-0.0007	0.0021
Si	-0.0064	0.0065	-0.0035
Si	0.0006	-0.0043	0.0137
Si	-0.0009	0.0043	0.0144
Si	0.0084	0.0043	0.0321
Si	0.0171	-0.0082	0.0151
Si	0.0109	0.0022	0.0599
Si	-0.0033	0.0036	0.0169
Si	0.0038	-0.0018	0.0176
Si	0.0005	-0.0047	0.0291
O	-0.0021	-0.0001	0.0007
O	-0.0008	-0.0015	0.001
O	0.0006	-0.0001	0.0001
O	0.0019	-0.0013	0.0008
O	0.0069	-0.0014	-0.0102
O	-0.0063	0.0015	0.0002
O	0.0049	0.0027	0.003
O	-0.0195	-0.0074	-0.0206
O	-0.0107	0.0075	-0.0132
O	0.0085	-0.0088	-0.014
O	-0.0088	0.0062	-0.018
O	0.0063	-0.0089	-0.0132
O	-0.0086	0.0123	-0.0184
O	0.0055	-0.0033	-0.0151
O	0.0074	-0.0093	-0.0272
O	-0.0101	0.0054	-0.0168
O	0.0056	-0.0057	0.0093
O	-0.0057	0.0095	0.013
O	0.0065	-0.0045	0.0115
O	-0.0074	0.0072	0.0123
O	-0.0048	0.0051	0.0083
O	0.0062	-0.0062	0.0124
O	-0.0067	0.0062	0.013
O	0.0077	-0.0069	0.0119
Si	0.0001	0.0003	-0.0026
Si	-0.0009	0.0003	0.0053
Si	0.0001	0.0004	0.0046
Si	0.0007	0.0001	-0.0016
Si	0.0006	0.0004	-0.005
Si	-0.0011	-0.0009	0.0066
Si	-0.001	0.0004	-0.0108
Si	-0.0008	-0.0006	0.0062
Si	0.0009	0.0005	0.0055
Si	0.0005	-0.0008	0.0066
Si	-0.0015	0.0026	-0.0092
Si	-0.0002	0	0.002
Si	-0.0036	0.0052	0.011
Si	0.0001	-0.0011	-0.0048
Si	0.0003	0.0008	-0.005
Si	-0.0068	-0.0028	0.0152
Si	0.0004	0.0001	0.0026
Si	0.0001	0.0006	0.0013
Si	-0.0004	0.0001	-0.0053
Si	0.0056	0.0005	0.018
Si	-0.0003	0	-0.0009
Si	-0.0003	0.0002	-0.0048
Si	0.0012	0.0019	0.0088
Si	0	-0.0003	-0.005
Si	0.0025	-0.0022	0.0062
Si	-0.0005	0.0002	0.005
Si	-0.0002	0.0007	-0.0015
Si	0	-0.0038	-0.0114
Si	-0.0002	-0.0002	-0.0037
Si	0.0024	0.003	0.0129
Si	-0.0004	-0.0003	0.005
Si	0.0004	-0.0003	0.0024
Si	0.0011	0.0026	0.0076
Si	0.001	0.0007	0.0084
Si	0.0002	0.0002	0.0027
Si	0	-0.0002	-0.0054
Si	0.0005	-0.0025	-0.0089
Si	0.0005	-0.0003	-0.0007
O	0.0006	-0.0002	-0.0024
O	-0.0007	0.0013	0.0019
O	0	-0.0005	-0.0002
O	-0.0008	0	-0.0002
O	0.0002	-0.0002	-0.0021
O	0	-0.0003	0.0012
O	-0.0003	-0.0001	-0.002
O	-0.0005	-0.0003	0.0007
O	-0.001	-0.0005	0.002
O	-0.0003	-0.0016	0.0015
O	0.0036	-0.0016	-0.0046
O	0	-0.0005	-0.0032
O	0.0009	-0.0005	-0.0002
O	-0.0024	0	-0.005
O	0.0016	0.0017	0.0045
O	0.0006	-0.0004	-0.0014
O	0.0001	0.0002	0.0019
O	0	0.0004	0.0013
O	0.0003	-0.0003	-0.0033
O	0.0002	-0.0008	-0.0024
O	0.0002	-0.0015	0.0044
O	-0.0005	0.0002	0.0016
O	-0.0004	0	-0.0011
O	0	0.0002	0.0022
O	-0.0002	0	0.0016
O	-0.0004	-0.0002	-0.0008
O	0.0004	-0.0009	0.0024
O	-0.0008	-0.0001	-0.0047
O	0.0003	0.0005	0.0026
O	-0.0002	-0.0004	-0.003
O	0.001	0.001	0.0049
O	-0.0004	-0.0001	-0.0063
O	-0.0008	-0.0013	0.0048
O	-0.0002	0	-0.003
O	0.0008	0.0002	-0.0037
O	0.0004	0.0004	-0.003
O	0.0004	-0.0002	-0.0014
O	0.0002	-0.0012	-0.0042
O	0.0005	-0.001	0.0002
O	0.0003	0.0015	0.0031
O	0	0.0002	-0.0022
O	-0.0011	-0.0006	-0.0029
O	0.0009	0.0016	0.0052
O	-0.0026	-0.0024	-0.0062
O	0	0.0015	-0.0036
O	-0.0012	-0.0001	0.0023
O	0.001	0.0011	-0.0081
O	-0.0001	-0.0002	-0.0019
O	-0.0005	0.0002	-0.0019
O	0.0001	-0.0002	0.0024
O	0.0002	0.0003	-0.0034
O	-0.0002	0.0003	0.0018
O	-0.0002	-0.0013	-0.0026
O	-0.0003	-0.0001	-0.0003
O	-0.0005	0.0001	-0.0005
O	-0.0044	-0.0002	-0.0068
O	0.0001	0.0004	-0.0026
O	-0.0003	-0.0005	-0.0015
O	-0.0014	0.0002	0.0052
O	-0.0001	0.0009	0.0001
O	0.0002	0	-0.0005
O	-0.0005	-0.0022	0.0031
O	0.0014	-0.0004	0.0029
O	-0.0003	0.0006	-0.0021
O	-0.0001	-0.0003	-0.0019
O	0.0028	0.0017	-0.005
O	0.0003	-0.0001	0.0012
O	0.0003	-0.0005	0

The program warned: the cutoff lies below the one the program advises for these potential files; the forces do not sum to zero within the program's tolerance; the exchange-correlation potential is rough where the density is thin.
